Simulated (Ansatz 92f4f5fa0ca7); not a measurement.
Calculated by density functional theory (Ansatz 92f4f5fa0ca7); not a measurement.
Periodic cell of 216 atoms, Si120O64H32, with a vacuum gap, from a study of silicon, its oxide and their interface. The atomic structure is a simulated model.

Settings
functional: r2SCAN
potential files: Ansatz PAW
basis: plane waves
wave-function cutoff: 800 eV
density cutoff ratio: 5
exchange-correlation grid ratio: 1
k mesh: 1 x 1 x 1, shifted by 0.5 0.5 0 of a step
self-consistency stop: 1e-11 eV per atom in the density residual
occupations: fixed
spin: none
net charge: 0
applied field: sawtooth along c, amplitude -0.015 V/angstrom in the program's sign convention, ramp centred at 0.9873 of c and 0.0253 of c wide, no dipole correction

Cell vectors (angstrom)
a 10.887 0 0
b 0 10.887 0
c 0 0 39.4834

Atoms: element, x, y, z (angstrom)
Si 0.4105 -0.4654 25.7965
Si 3.0789 2.6581 25.8625
Si -0.0653 5.5702 25.885
Si 2.8728 8.4594 25.9185
Si 5.3392 0.4759 25.6976
Si 8.1787 2.9558 25.9898
Si 5.7658 4.9462 25.7196
Si 8.5501 7.8366 25.813
Si 1.415 1.3718 26.9585
Si 4.2768 4.0138 27.2939
Si 1.6137 6.7649 27.0403
Si 4.2868 9.7437 27.161
Si 6.9262 1.392 27.1737
Si 9.6599 4.1297 27.3031
Si 6.8033 6.7507 26.9475
Si 9.6611 9.4295 27.1555
Si 0.1075 2.655 28.4803
Si 2.7885 0.104 28.4699
Si 0.1501 8.0656 28.4778
Si 2.8555 5.4252 28.4951
Si 5.582 2.6643 28.6393
Si 8.2722 -0.0523 28.4512
Si 5.544 8.1772 28.3897
Si 8.1701 5.4878 28.5012
Si 1.4477 4.058 29.8235
Si 4.1215 1.3662 29.9171
Si 1.4366 9.5417 29.7924
Si 4.1645 6.8483 29.8091
Si 6.8815 4.1109 29.9116
Si 9.5875 1.334 29.8295
Si 6.8885 9.4899 29.8087
Si 9.5882 6.7982 29.8422
Si 0.0465 -0.0254 31.1862
Si 2.7643 2.7393 31.2416
Si 0.0336 5.4001 31.1779
Si 2.7676 8.18 31.1651
Si 5.4829 -0.0505 31.1894
Si 8.2268 2.7032 31.2085
Si 5.476 5.4749 31.2137
Si 8.2294 8.1633 31.2
Si 1.3668 1.3688 32.5536
Si 4.0973 4.1186 32.5754
Si 1.3668 6.8256 32.5102
Si 4.1008 9.5086 32.5579
Si 6.8124 1.3568 32.5409
Si 9.5551 4.0692 32.5671
Si 6.8418 6.8216 32.5621
Si 9.5404 9.5403 32.5601
Si -0.0169 2.7033 6.95
Si 2.7112 -0.0108 6.9119
Si -0.0271 8.1482 6.9245
Si 2.6997 5.4745 6.9119
Si 5.4423 2.7245 6.933
Si 8.1505 0.0002 6.9337
Si 5.4568 8.1647 6.939
Si 8.1595 5.4223 6.9359
Si 1.3098 4.1267 8.2552
Si 4.0633 1.3471 8.2674
Si 1.2851 9.5625 8.2598
Si 4.0782 6.8036 8.2689
Si 6.775 4.095 8.3164
Si 9.4506 1.3841 8.3077
Si 6.7801 9.5446 8.3075
Si 9.4822 6.7923 8.3042
Si -0.1102 0.0178 9.6583
Si 2.6711 2.7455 9.537
Si -0.091 5.4064 9.6761
Si 2.6707 8.1839 9.5253
Si 5.4197 0.0201 9.6798
Si 8.0786 2.7193 9.7071
Si 5.404 5.4527 9.6863
Si 8.0889 8.1394 9.6628
Si 1.2413 1.4985 10.89
Si 4.0151 4.022 10.945
Si 1.3332 6.8306 10.8677
Si 3.9734 9.5232 10.9081
Si 6.703 1.4058 11.1301
Si 9.3955 4.0666 11.1031
Si 6.7207 6.8328 11.0999
Si 9.3833 9.5293 11.0218
Si -0.0939 2.698 12.4499
Si 2.6197 0.1211 12.1009
Si -0.0174 8.1607 12.224
Si 2.6241 5.3969 12.1827
Si 5.2368 2.7372 12.5059
Si 7.9974 -0.0431 12.4886
Si 5.2145 8.1822 12.3864
Si 8.0206 5.4172 12.5185
Si 1.0916 4.3871 13.6284
Si 3.9066 1.1782 13.7485
Si 1.1742 9.7977 13.3834
Si 4.0725 6.4897 13.6196
Si 6.3317 4.2992 13.8853
Si 9.7351 0.9664 13.7179
Si 6.1778 9.849 13.7178
Si 9.7624 6.6242 13.5589
Si 3.7402 7.5722 23.2197
Si -8.621 29.3291 19.7618
Si 2.1653 26.5429 21.1097
Si -3.9249 30.7248 16.6358
Si 16.5321 5.4294 18.6295
Si 14.3742 4.7172 23.6372
Si 9.1751 21.1314 18.1661
Si 8.8071 17.6113 16.2573
Si -32.4678 29.5567 17.6075
Si -7.5979 3.2867 18.8459
Si 7.6554 36.7072 16.576
Si -2.0164 -24.8548 22.8099
Si -4.0195 -11.6343 20.3193
Si -2.0307 -8.5467 23.1429
Si -11.4071 -0.3068 22.8155
Si 2.0504 -8.2258 15.9422
Si 17.1154 7.2874 21.1467
Si -11.926 -9.0232 16.6153
Si -11.3223 26.7867 22.9191
Si -8.7363 20.6405 21.5507
Si 4.4812 8.1107 17.866
Si 4.4161 0.8336 20.5184
Si 24.1914 29.9586 15.5946
Si 28.085 11.7192 22.759
O -0.5323 -12.6532 18.1847
O -6.4071 4.3592 18.8747
O 9.261 -14.3176 14.8895
O -20.305 8.7395 20.4994
O 1.2998 7.1167 18.5624
O 2.9026 19.6842 22.6069
O -7.0609 1.9513 19.5477
O -3.3573 18.3489 16.8859
O 19.097 8.1829 24.2511
O 6.0896 -15.7116 20.0737
O -5.8386 18.177 22.2862
O 7.0616 14.8871 25.376
O 0.5298 2.2052 16.3301
O 9.947 17.5572 17.3854
O -1.2458 9.1839 22.3484
O -7.9074 1.6267 15.0582
O -11.9168 0.7754 17.8182
O -3.8356 -0.3241 21.8808
O 14.5862 8.1504 19.2814
O -5.9116 -5.9036 24.2616
O 4.1452 12.4227 25.3126
O 2.7119 14.5461 24.5991
O -1.6784 12.2845 15.1989
O -1.163 6.7323 25.6253
O -12.4108 25.5881 22.6723
O 37.6241 1.3043 21.9819
O 13.1462 20.2637 14.5339
O -13.3099 5.2288 15.8459
O -16.057 9.1336 17.6445
O -4.8812 21.9509 24.2202
O 13.9725 6.9122 14.8617
O 6.8388 -6.2518 17.8518
O 7.6669 -3.6024 21.8708
O -2.597 10.2515 19.5357
O 11.8181 18.8767 16.186
O 0.1752 37.5407 24.4205
O 5.0213 6.5946 17.6807
O 0.0191 10.7512 14.0459
O -4.3202 9.0933 15.0975
O 24.5823 -7.8921 17.3312
O 13.4564 17.1719 20.6927
O 16.1296 5.4963 14.2256
O 3.3291 4.1754 22.1046
O 22.7485 21.52 22.1957
O 3.4099 -2.2905 16.7742
O 1.64 9.4077 25.3614
O 21.3646 10.6475 24.4193
O -8.8028 14.7587 19.7645
O -7.6669 10.6822 20.8033
O -4.1838 3.5596 15.3323
O -9.0093 3.9711 15.0045
O 10.876 5.5206 14.0629
O 5.0811 10.9904 14.1855
O 8.7896 13.8972 17.0944
O -1.8803 24.0357 24.7583
O 20.527 1.1002 22.4265
O -1.0062 -4.3593 22.7728
O 5.7026 11.1045 19.731
O -13.6394 -0.8906 16.9546
O 6.2593 19.5335 20.278
O 14.8741 18.9339 24.7591
O -3.6092 -8.7556 22.8264
O 22.5027 -6.1183 21.8313
O 2.8517 27.9934 23.4812
H 2.1779 0.5364 33.486
H 0.5303 2.1756 33.486
H 4.9042 3.2822 33.5079
H 3.2631 4.9279 33.5079
H 2.183 5.9982 33.4426
H 0.5237 7.6255 33.4426
H 4.9263 8.6905 33.4903
H 3.2725 10.3238 33.4903
H 7.6286 0.5294 33.4733
H 5.9899 2.1779 33.4733
H 8.7207 4.8782 33.4995
H 10.3611 3.232 33.4995
H 7.6386 5.9755 33.4946
H 6.0075 7.6306 33.4946
H 10.3399 8.6968 33.4926
H 8.7057 10.3491 33.4926
H -0.823 3.5406 6.0175
H 0.8196 1.8965 6.0175
H 3.5395 -0.826 5.9795
H 1.9001 0.8215 5.9795
H -0.8266 8.9917 5.9921
H 0.816 7.3482 5.9921
H 3.5338 4.6653 5.9794
H 1.8835 6.3019 5.9794
H 6.2648 1.9034 6.0006
H 4.6354 3.5609 6.0006
H 7.3344 0.8276 6.0013
H 8.9851 -0.8086 6.0013
H 4.6313 8.9828 6.0066
H 6.2911 7.3556 6.0066
H 8.9939 4.6133 6.0035
H 7.3628 6.2684 6.0035

Results
free energy: -113759.005 eV
free energy less fixed offsets of H -15.71, O -570.45, Si -639.56 eV per atom: -0.285 eV

Forces (eV/angstrom), in the order of the atoms: element, x, y, z
Si -0.0148 -0.0023 -0.0307
Si 0.0057 0.0082 -0.0279
Si -0.0094 -0.0072 -0.0308
Si 0.0106 -0.0026 -0.0331
Si 0.01 0.0032 -0.0354
Si 0.0093 -0.0049 -0.0269
Si -0.0085 -0.0042 -0.0212
Si 0.0047 -0.0003 -0.0342
Si 0.0008 -0.0043 -0.0099
Si 0.0062 -0.003 -0.0166
Si -0.0053 0.0082 -0.0093
Si -0.0032 0.0054 -0.0088
Si -0.0035 0.011 -0.0086
Si -0.0028 0.0071 -0.0138
Si 0.0054 -0.0064 -0.0109
Si 0.0058 -0.0028 -0.0119
Si 0.0027 -0.0001 0.0037
Si 0.0026 -0.0025 0.0062
Si -0.0061 0.0002 0.0007
Si -0.0015 -0.0071 0.0053
Si 0.0009 -0.0068 0.0071
Si 0.0024 0.0017 0.0145
Si 0.0066 -0.0127 0.003
Si 0.0037 0.0013 -0.0024
Si -0.0145 0.0013 0.0215
Si 0.0173 0.0266 0.0183
Si -0.0087 0.0055 0.0155
Si 0.0148 0.012 0.0245
Si 0.002 0.0118 0.0186
Si -0.0039 0.0091 0.0233
Si 0 0.024 0.0235
Si -0.0105 -0.01 0.0113
Si 0.0058 0.0034 0.1825
Si 0.0041 -0.033 0.1903
Si 0.0181 0.0107 0.1678
Si 0 -0.0296 0.1873
Si 0.0293 -0.0278 0.1758
Si 0.0059 -0.0206 0.17
Si 0.0213 -0.02 0.1795
Si 0.0094 -0.0262 0.183
Si 0.1182 -0.0985 0.2899
Si 0.0506 0.0395 0.381
Si 0.0801 -0.183 0.1374
Si 0.149 -0.0277 0.3325
Si 0.13 -0.1224 0.2138
Si 0.1566 -0.1309 0.3484
Si 0.0466 -0.057 0.3021
Si 0.1453 -0.0771 0.3191
Si -0.1465 0.1785 -0.327
Si -0.1202 0.071 -0.3509
Si -0.1669 0.1563 -0.2269
Si -0.0471 -0.0026 -0.3842
Si -0.1197 0.0587 -0.2213
Si -0.1014 0.0571 -0.2802
Si -0.0856 0.0741 -0.3377
Si -0.0934 0.0818 -0.251
Si -0.0153 0.0085 -0.1777
Si 0.0053 0.0187 -0.1825
Si -0.0347 0.0317 -0.1784
Si 0.0014 0.0061 -0.1824
Si -0.024 0.0203 -0.187
Si -0.0042 0.0151 -0.1797
Si 0.0071 -0.0031 -0.172
Si -0.0288 0.0403 -0.1787
Si 0.0122 -0.0152 -0.0236
Si -0.0109 -0.0181 -0.0072
Si 0.0197 0.0008 -0.0248
Si -0.0068 -0.0123 -0.0033
Si -0.0149 -0.0143 -0.0266
Si 0.0011 -0.0083 -0.0138
Si 0.0048 0.003 -0.0206
Si 0.0007 -0.0071 -0.0147
Si 0.0051 0.0025 -0.0046
Si -0.0129 0.0031 -0.0134
Si -0.0023 0.009 -0.0124
Si -0.0037 -0.0038 -0.0028
Si 0.002 -0.0013 -0.0099
Si 0.0029 0.0039 -0.005
Si -0.0033 0.0106 -0.0026
Si 0 -0.0023 -0.0077
Si 0.0033 -0.0036 0.0181
Si -0.01 -0.0028 0.0173
Si 0.0033 -0.0006 0.0162
Si -0.0014 0 0.0169
Si -0.0013 0.0017 0.0128
Si 0.0012 -0.0035 0.0138
Si -0.0023 -0.0023 0.0135
Si 0.002 0.004 0.0174
Si -0.0048 0.0037 -0.0364
Si 0.0075 -0.0089 -0.0415
Si -0.0027 -0.0009 -0.0334
Si 0.0023 0.0049 -0.0414
Si -0.0053 0.0095 -0.0538
Si 0.0023 -0.0028 -0.0434
Si 0.0002 0.006 -0.0463
Si 0.0054 -0.004 -0.0389
Si 0.0036 0.0056 -0.0861
Si 0 0.0012 -0.0846
Si 0.0048 0.0079 -0.0901
Si 0.0024 -0.0064 -0.0823
Si 0.0134 -0.0098 -0.0887
Si -0.0127 0.0104 -0.081
Si 0.0126 0.0084 -0.086
Si -0.0025 -0.0012 -0.072
Si -0.0127 -0.002 -0.0835
Si 0.0008 0.0023 -0.0944
Si 0.0071 -0.0072 -0.0764
Si -0.0067 -0.0051 -0.0726
Si 0.0168 -0.0052 -0.0823
Si -0.0001 -0.0053 -0.0706
Si 0.0078 -0.0041 -0.0729
Si -0.0066 -0.0024 -0.0896
Si 0.0016 -0.0076 -0.0929
Si -0.0002 0.0028 -0.0745
Si 0.0069 0.003 -0.0741
Si 0.0043 -0.004 -0.0821
Si -0.0002 0.0127 -0.0792
Si -0.0049 0.0093 -0.0787
Si 0.0044 -0.0005 -0.0858
Si -0.0034 -0.0056 -0.0871
O -0.0048 0.0064 0.0313
O -0.0096 -0.004 0.0235
O -0.0109 0.0012 0.053
O 0.0006 0.0206 0.0429
O 0.02 -0.0016 0.0481
O 0.0126 -0.0158 0.0394
O 0.0104 -0.0194 0.0385
O -0.0037 0.0076 0.0293
O -0.006 0.0031 0.0628
O 0.0066 0.0229 0.0587
O -0.0202 0.0014 0.0439
O -0.0026 0.0004 0.0216
O -0.0034 -0.0022 0.0265
O 0.0109 0.0065 0.0302
O -0.0003 0.0012 0.0286
O -0.0135 0.013 0.036
O -0.0051 -0.0214 0.0386
O -0.004 0.0184 0.0531
O -0.0176 -0.0042 0.0451
O 0.0218 0.0018 0.0485
O -0.0009 0.0014 0.0158
O -0.0048 -0.024 0.0399
O 0.0024 0.0104 0.0548
O 0.0031 -0.0008 0.0129
O -0.0019 -0.0036 0.0235
O 0.0163 0.0017 0.0433
O 0.0099 -0.0162 0.045
O -0.0061 0.0022 0.0329
O -0.0117 -0.001 0.0383
O -0.014 -0.0064 0.0686
O -0.0144 0.0155 0.0374
O -0.0262 0.0143 0.0522
O 0.0252 0.0052 0.0377
O -0.029 0.0001 0.0515
O -0.0151 -0.0036 0.0464
O 0.0074 0.0071 0.0569
O 0.0022 -0.0094 0.037
O -0.0031 0.0057 0.0162
O 0.0088 -0.0117 0.0637
O 0.0203 0.0107 0.0726
O -0.0027 -0.0195 0.0364
O 0.0014 -0.006 0.0162
O 0.0134 -0.0007 0.0569
O -0.0202 0.007 0.0379
O 0.0162 -0.0045 0.0511
O 0.0032 0 0.0247
O 0.0166 -0.0007 0.062
O -0.0101 0.0141 0.0515
O -0.0091 -0.0072 0.027
O 0.0127 -0.0021 0.0444
O 0.0105 -0.013 0.042
O -0.0024 0.0016 0.0213
O 0.0002 0.0003 0.0255
O -0.0021 0.0019 0.0261
O -0.01 0.01 0.0454
O -0.0022 0.0047 0.0258
O 0.0008 -0.0029 0.0278
O -0.0048 0.0028 0.031
O 0.0099 0.0039 0.0445
O -0.0003 -0.0067 0.0278
O -0.0136 0.0111 0.0558
O 0.006 0.0039 0.0265
O -0.0225 0.0007 0.0429
O 0.0032 -0.0033 0.0279
H -0.2495 0.2947 -0.2442
H 0.3081 -0.3444 -0.2866
H -0.2108 0.3396 -0.242
H 0.3331 -0.2718 -0.2414
H -0.271 0.3442 -0.2531
H 0.3168 -0.2544 -0.3214
H -0.3617 0.2811 -0.241
H 0.2895 -0.2168 -0.2991
H -0.3123 0.3384 -0.2241
H 0.2456 -0.2644 -0.3234
H 0.2818 -0.2362 -0.314
H -0.2932 0.4048 -0.2132
H -0.2518 0.3171 -0.2558
H 0.3747 -0.2363 -0.2693
H -0.2854 0.3461 -0.2051
H 0.3443 -0.2394 -0.2957
H 0.2711 -0.375 0.2051
H -0.349 0.2083 0.3242
H -0.357 0.1943 0.2912
H 0.3552 -0.2687 0.22
H 0.1921 -0.4021 0.2311
H -0.3507 0.2768 0.3156
H -0.3331 0.1698 0.2764
H 0.408 -0.285 0.2337
H -0.2686 0.3304 0.2854
H 0.245 -0.2853 0.2693
H 0.252 -0.3743 0.2403
H -0.2675 0.2876 0.306
H 0.2781 -0.3169 0.2488
H -0.2509 0.325 0.2873
H -0.312 0.2676 0.2983
H 0.2299 -0.3668 0.2465

The program warned: the cutoff lies below the one the program advises for these potential files; the forces do not sum to zero within the program's tolerance; empty levels may hold ghost states of the PAW files; the exchange-correlation potential is rough where the density is thin.
